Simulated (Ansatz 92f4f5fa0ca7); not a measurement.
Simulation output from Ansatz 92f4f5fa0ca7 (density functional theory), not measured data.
Periodic cell of 321 atoms, Si176O145, from a study of silicon, its oxide and their interface. The atomic structure is a simulated model.

Settings
functional: r2SCAN
potential files: Ansatz PAW
basis: plane waves
wave-function cutoff: 800 eV
density cutoff ratio: 5
exchange-correlation grid ratio: 1
k mesh: 1 x 1 x 1, Gamma-centred
self-consistency stop: 5e-08 eV per atom in the density residual
occupations: Fermi-Dirac, 0.05 eV
spin: none
net charge: 0

Cell vectors (angstrom)
a	15.3871	0	0.0188
b	0	15.3871	-0.0059
c	-2.1204	-4.9173	22.4504

Atoms: element, x, y, z (angstrom)
Si	10.0614	-5.2697	13.9711
Si	-4.9932	-0.2237	13.8663
Si	9.6226	2.8583	14.2067
Si	10.0836	7.0504	13.8359
Si	-2.5407	-4.4889	14.5786
Si	-2.2313	-1.3234	14.4437
Si	-2.8439	3.6915	13.7664
Si	-2.2476	6.6238	14.4186
Si	2.3126	-5.1035	14.4321
Si	2.3732	-0.7991	14.3668
Si	2.2921	2.3163	13.6327
Si	2.3289	7.1452	13.8418
Si	5.436	-4.4703	14.4602
Si	5.5246	-1.4543	14.3452
Si	5.2297	3.1711	14.2815
Si	5.3383	6.2065	14.3562
Si	-1.2745	-4.8892	16.4839
Si	-1.1627	-1.0302	16.4543
Si	-1.4844	2.8223	16.4167
Si	-1.4412	6.6446	16.5963
Si	1.1679	-4.9162	16.4708
Si	1.272	-0.9971	16.4501
Si	0.9183	2.8582	16.3112
Si	0.9499	6.6284	16.5499
Si	6.1987	-4.8548	16.6026
Si	6.3175	-1.0262	16.4772
Si	6.1855	2.8478	16.4053
Si	6.1363	6.6035	16.5363
Si	8.5807	-4.8406	16.4866
Si	8.752	-0.9813	16.3644
Si	8.6558	2.8817	16.361
Si	8.5785	6.6329	16.4989
Si	0.2827	1.9697	-4.7482
Si	0.1527	5.8021	-4.8187
Si	0.0675	9.6155	-4.6891
Si	0.1417	-1.8654	-4.69
Si	3.8562	1.9503	-4.7672
Si	3.8045	5.9138	-4.8167
Si	3.7319	9.6039	-4.741
Si	3.7614	-1.9162	-4.6776
Si	7.828	2.0113	-4.6792
Si	7.7931	5.8444	-4.7976
Si	7.7259	9.605	-4.6525
Si	7.6981	-1.9007	-4.719
Si	11.5312	2.0025	-4.8771
Si	11.4341	5.8869	-4.8357
Si	11.3833	9.6466	-4.7211
Si	11.4392	-1.8764	-4.8146
Si	-1.8233	1.9296	-3.6166
Si	-1.9058	5.8844	-3.5956
Si	-1.9556	9.6712	-3.4473
Si	-1.9195	-1.8944	-3.4876
Si	2.0637	1.9657	-3.2614
Si	1.9774	5.8207	-3.343
Si	1.9209	9.5596	-3.2279
Si	1.9574	-1.9137	-3.1937
Si	5.809	1.9406	-3.4523
Si	5.7934	5.9109	-3.4919
Si	5.7146	9.6671	-3.3541
Si	5.7374	-1.9321	-3.3495
Si	9.7402	2.074	-3.3711
Si	9.6166	5.8722	-3.3324
Si	9.5736	9.6023	-3.2413
Si	9.6021	-1.8307	-3.356
Si	-1.8275	0.0317	-2.105
Si	-1.8632	3.9048	-2.325
Si	-1.9377	7.7624	-2.0393
Si	-1.9041	11.5854	-2.0098
Si	1.9996	0.0613	-1.9493
Si	2.0279	3.9112	-2.0057
Si	1.9214	7.6235	-1.9021
Si	1.9734	11.501	-1.916
Si	5.7911	0.0177	-1.9949
Si	5.7845	3.9287	-2.1863
Si	5.7605	7.772	-1.9282
Si	5.7164	11.5726	-1.8479
Si	9.7146	0.1595	-2.119
Si	9.6711	3.9515	-2.0466
Si	9.5879	7.7009	-1.888
Si	9.5623	11.6167	-2.1142
Si	0.0869	0.0193	-0.621
Si	-0.0081	3.8652	-0.8722
Si	-0.0279	7.6823	-0.5848
Si	0.0692	11.5561	-0.5596
Si	3.8543	-0.0068	-0.5541
Si	3.9654	3.9216	-0.6942
Si	3.8204	7.6511	-0.5127
Si	3.7664	11.4661	-0.3576
Si	7.8313	0.155	-0.7688
Si	7.6892	3.8871	-0.8148
Si	7.69	7.8108	-0.4864
Si	7.7807	-3.7043	-0.5997
Si	11.6003	0.0781	-0.7545
Si	11.6743	3.9609	-0.885
Si	11.524	7.7588	-0.5721
Si	11.4319	11.5947	-0.7766
Si	0.0208	2.0307	0.6078
Si	-0.0355	5.6515	0.6461
Si	0.6472	9.6004	0.6643
Si	0.6962	-1.8908	0.7084
Si	3.8765	2.0018	0.6566
Si	3.9117	5.7157	0.8602
Si	3.0849	9.4227	0.8794
Si	3.1362	-1.8869	0.7387
Si	7.7516	2.0262	0.6637
Si	7.7412	5.7248	0.6269
Si	8.3035	9.8267	0.7527
Si	8.5459	-1.691	0.4606
Si	-3.7743	2.0662	0.46
Si	-3.7297	5.7427	0.6419
Si	10.7587	9.7408	0.5504
Si	10.9648	-1.8391	0.4348
Si	-1.9394	2.5184	1.8106
Si	-1.9023	4.9425	1.9179
Si	-0.9035	9.0036	3.282
Si	-0.3182	-1.3984	2.7828
Si	1.9524	2.6735	1.8488
Si	1.8653	5.1108	1.9326
Si	4.8516	-4.4973	4.251
Si	4.0778	-2.0722	2.8689
Si	5.7871	2.1563	1.997
Si	5.9393	5.2608	2.0443
Si	7.5704	10.444	2.9786
Si	7.2085	-1.8784	3.1557
Si	9.7588	2.7586	1.7197
Si	9.7037	5.1666	1.7839
Si	-3.425	10.2252	2.4261
Si	-3.1308	-2.2236	2.3095
Si	0.3721	-5.983	10.2461
Si	-0.5786	0.4636	9.8475
Si	0.1296	4.5248	9.5169
Si	3.3882	8.4759	4.0235
Si	6.309	-3.4784	6.8121
Si	-2.6781	4.9393	4.9183
Si	2.7375	-0.9908	5.4587
Si	8.2834	8.262	5.0271
Si	1.689	6.783	10.7803
Si	6.639	0.7249	4.5241
Si	5.7756	6.6755	4.7558
Si	9.9718	-4.2835	11.0841
Si	9.4227	2.1085	7.4308
Si	10.514	3.5133	9.7623
Si	-1.7439	8.611	8.1583
Si	1.0513	1.1239	4.2841
Si	0.8932	6.856	4.3611
Si	2.4444	-3.842	9.8771
Si	-4.1205	-3.484	4.707
Si	9.119	2.7159	4.5876
Si	8.2051	2.7536	11.5988
Si	-1.7077	2.0372	4.8402
Si	9.6951	5.5323	4.1037
Si	1.2887	-2.9756	12.4204
Si	-1.6155	-6.5058	12.45
Si	-0.6299	5.9989	6.9038
Si	4.5348	0.6787	9.6947
Si	4.4175	6.3984	9.4568
Si	-3.8383	8.6302	10.2197
Si	4.6513	9.2629	10.1386
Si	5.7027	4.8223	7.3375
Si	7.51	-5.8448	10.3103
Si	0.0635	-2.3781	5.5938
Si	-2.2044	2.8112	10.7841
Si	9.2159	-2.9477	7.0215
Si	6.2211	1.8157	7.2641
Si	-4.499	-0.5896	8.2827
Si	1.9155	2.2097	10.4462
Si	8.2445	9.7673	7.5834
Si	-1.731	-0.1385	7.0103
Si	-1.5378	-4.69	5.8746
Si	9.7838	6.2174	10.9065
Si	-1.3086	-1.7952	11.705
Si	6.0425	8.5175	12.5128
Si	6.2109	0.8223	12.3392
Si	-4.2668	-1.5877	11.0921
Si	7.0163	5.1134	10
Si	3.97	-1.9267	8.124
O	-4.0184	-5.1099	14.9055
O	8.8114	-4.775	14.8566
O	9.2489	-0.9468	14.7859
O	-3.5709	-0.4224	14.6108
O	-4.4248	3.7901	14.1384
O	-3.8213	7.0137	14.446
O	9.0368	6.4975	14.9273
O	-2.1129	2.7805	14.8905
O	3.8107	-4.494	14.5037
O	3.9065	-1.3189	14.3692
O	1.1617	2.8652	14.6662
O	3.6187	3.0908	14.1321
O	1.3117	6.5664	14.9494
O	3.7594	6.4636	14.1201
O	0.1134	9.6542	2.2164
O	3.39	8.9259	2.4466
O	5.9734	10.2445	3.2492
O	5.6852	-1.9772	2.6204
O	8.1245	-1.262	1.9895
O	-2.4022	8.9731	2.6531
O	9.795	-6.7855	13.4956
O	10.2604	-4.3569	12.6716
O	5.598	1.1795	8.5984
O	10.0734	1.3487	13.801
O	9.9265	6.1528	12.5121
O	-2.669	-2.892	14.3256
O	-2.0587	-5.1553	13.1944
O	3.3394	1.7587	9.836
O	5.6884	1.098	3.2522
O	-2.1494	5.1482	13.7557
O	-1.1296	3.8883	10.2824
O	-1.4132	7.6789	13.5074
O	1.5089	-4.3165	13.2796
O	-0.2687	-3.002	11.9759
O	-1.4403	-0.9135	13.0734
O	-0.9636	0.54	8.2745
O	8.1167	8.9107	8.9457
O	2.4382	0.7323	13.8708
O	4.6698	8.5968	11.6332
O	5.8895	-2.9912	13.9538
O	6.0626	-5.5523	13.442
O	-4.8738	-0.8644	12.3974
O	6.251	-0.4992	13.2562
O	5.6817	4.6843	13.8989
O	5.7962	2.0967	13.2298
O	6.1643	7.1875	13.3799
O	-4.7104	5.0467	10.2216
O	-2.0919	1.7905	3.285
O	0.3405	-0.0241	3.3656
O	-0.205	4.838	7.9549
O	4.2928	7.1795	4.3726
O	-2.0301	5.7549	6.1404
O	-0.9012	9.3503	9.2858
O	2.0058	2.0274	3.3575
O	3.5858	-1.0978	4.0779
O	1.5846	5.7152	3.4437
O	3.9785	9.7057	4.8938
O	3.8244	-3.597	3.3822
O	7.6453	1.2351	11.7165
O	2.3638	-2.921	11.2071
O	7.2129	-0.7926	4.363
O	5.8328	3.7013	2.5523
O	8.8266	8.7929	6.446
O	6.3622	6.0835	3.3786
O	7.8253	-3.371	3.4156
O	10.0337	2.3651	3.3041
O	6.0297	-5.2983	9.9608
O	7.7879	1.8438	4.4727
O	9.9206	2.325	5.9147
O	-0.4176	7.5091	3.6518
O	1.958	0.4302	5.4287
O	-0.2105	-6.1714	11.741
O	-0.3592	-2.4591	4.0199
O	7.8178	1.9479	7.4849
O	6.7947	-4.9887	7.1774
O	-0.8602	7.3481	7.7361
O	2.7783	-2.932	8.5866
O	8.4348	-4.6437	10.8051
O	3.0455	6.1269	10.2295
O	1.014	-4.5719	9.827
O	9.8612	3.4044	8.294
O	-4.2344	5.3122	4.7698
O	-2.8137	-2.2629	11.3543
O	-1.5883	1.3364	10.7406
O	9.9887	-3.18	5.6286
O	1.5229	-1.6495	13.296
O	6.7187	7.905	5.1923
O	9.5859	2.6845	10.7847
O	1.5001	8.2488	10.11
O	2.4546	-6.6512	14.0211
O	1.9096	8.1042	4.5312
O	-2.5617	-3.7745	2.1518
O	10.1464	-2.7651	10.6321
O	7.32	8.4906	11.5132
O	-1.9338	5.2899	3.5252
O	10.2949	7.655	10.4338
O	-1.9941	9.605	6.9345
O	1.7532	6.8063	12.3855
O	6.9642	4.9387	8.3748
O	0.441	5.8943	10.3032
O	1.3896	3.5158	9.6469
O	-2.7611	8.4137	11.4065
O	-3.4228	2.8424	9.7378
O	5.6444	5.8828	10.3964
O	-0.0819	2.0764	4.9363
O	4.0907	-0.8173	9.2855
O	-4.1941	-0.5502	9.8672
O	5.1754	0.5577	11.158
O	1.9848	2.5438	12.0513
O	-1.8797	-1.183	2.3486
O	3.671	-1.1285	6.7536
O	8.4065	9.461	3.9533
O	-3.1798	8.2514	8.7955
O	-0.6964	-1.0313	10.4228
O	-2.4261	3.3955	5.2929
O	5.8463	5.5807	5.9272
O	-2.1935	0.903	5.8681
O	7.1446	3.6948	10.7912
O	7.6611	-2.5855	6.7145
O	1.6566	-2.1796	5.6033
O	3.5186	-5.0248	9.9914
O	9.2422	-4.3599	7.827
O	-0.7001	-1.1701	6.3327
O	-3.0974	-0.8305	7.5142
O	4.4434	5.5155	8.0978
O	8.2721	6.0113	10.4174
O	8.5424	3.3401	13.0806
O	4.546	7.9934	9.1263
O	-4.3893	-5.2417	10.2641
O	9.1313	6.9733	4.5692
O	10.1716	0.8028	7.971
O	5.3149	-2.81	7.898
O	0.5291	6.2013	5.7904
O	-2.8004	-3.7219	5.6009
O	-3.9125	-2.1965	3.7372
O	-0.9839	9.9295	4.5771
O	11.088	10.5723	3.7866
O	5.9242	0.8722	5.9696
O	-0.3227	-3.7441	6.3604
O	8.7471	4.3021	4.6287
O	-2.6864	3.0722	12.2943
O	5.5352	-3.5652	5.3864
O	0.9175	0.9825	10.1238
O	5.5229	3.2547	7.0128
O	9.8979	-1.7862	7.8782

Results
free energy: -195279.104 eV
free energy less fixed offsets of O -570.45, Si -639.56 eV per atom: -1.294 eV

Forces (eV/angstrom), in the order of the atoms: element, x, y, z
Si	-0.0873	0.0388	0.2062
Si	-0.1121	-0.0546	0.2335
Si	-0.0447	0.0024	0.0689
Si	-0.0833	-0.0213	0.1323
Si	-0.0138	-0.0786	0.1331
Si	0.0578	0.0773	0.1174
Si	0.0545	-0.0314	0.1572
Si	0.0397	-0.0466	0.1267
Si	-0.0118	-0.0858	0.1648
Si	-0.0328	0.0116	0.1647
Si	-0.0571	-0.0343	0.198
Si	-0.1415	-0.005	0.1955
Si	0.0691	0.0316	0.2486
Si	0.0776	-0.0054	0.1977
Si	0.0972	-0.0474	0.1256
Si	0.0581	-0.0022	0.1172
Si	0.0967	-0.077	0.1375
Si	0.0493	0.0431	0.1861
Si	-0.014	0.0463	0.1447
Si	0.0144	0.0017	0.0381
Si	-0.0763	0.0352	0.1066
Si	-0.0141	-0.0034	0.1019
Si	0.0421	-0.0632	0.1703
Si	-0.0187	0.031	0.1558
Si	-0.065	-0.0229	0.0053
Si	-0.037	-0.0152	0.0697
Si	-0.0377	0.001	0.1376
Si	0.0041	-0.0119	0.0573
Si	-0.0037	-0.0052	0.229
Si	0.0083	-0.0543	0.1695
Si	-0.0209	0.0324	0.0781
Si	-0.0073	-0.0154	0.1854
Si	0.02	-0.0023	0.0426
Si	0.0062	0.0345	-0.0273
Si	-0.0499	-0.0253	-0.0052
Si	-0.024	-0.0318	0.0199
Si	-0.0055	-0.0145	-0.0163
Si	-0.0111	0.0257	-0.0249
Si	0.0581	0.028	-0.0188
Si	0.0068	-0.0074	-0.0192
Si	-0.0063	-0.0074	0.0871
Si	-0.005	-0.0017	-0.0369
Si	-0.0056	0.0217	0.0368
Si	-0.0361	-0.0206	0.0653
Si	0.0329	-0.0079	-0.06
Si	0.0071	0.0089	-0.0357
Si	0.0385	0.0609	-0.0149
Si	0.0207	0.0182	-0.0508
Si	0.0266	0.0428	0.0005
Si	0.0043	-0.0556	-0.0241
Si	0.0025	-0.0329	-0.0347
Si	-0.0042	0.0242	-0.0473
Si	0.0154	0.0183	-0.0983
Si	-0.0353	0.0516	-0.0042
Si	-0.0298	-0.0356	-0.0029
Si	-0.0025	-0.0295	-0.0062
Si	-0.044	0.036	0.0264
Si	0.0134	-0.0374	-0.008
Si	0.0011	-0.0105	-0.032
Si	-0.0064	0.0319	-0.0487
Si	-0.011	-0.0339	-0.0676
Si	-0.0456	-0.0285	-0.0301
Si	-0.0306	0.0578	-0.0321
Si	-0.0382	0.0087	-0.0828
Si	-0.0166	-0.0256	0.0314
Si	0.0077	-0.027	-0.0214
Si	-0.0015	0.0505	0.0233
Si	-0.015	-0.0168	0.0183
Si	0.0218	0.0122	0.0437
Si	-0.0242	0.0079	-0.023
Si	0.0162	0.0168	0.0056
Si	0.0032	-0.0366	0.0113
Si	0.0533	-0.0208	0.039
Si	0.0087	0.016	-0.0124
Si	-0.0081	0.0181	0.0476
Si	0.0637	0.0144	0.0735
Si	0.0277	-0.0064	-0.0018
Si	-0.0048	-0.049	-0.0067
Si	0.0021	-0.0207	0.0163
Si	0.0318	0.0544	0.0393
Si	-0.0345	-0.0347	-0.0311
Si	-0.0068	0.0363	0.001
Si	0.0238	0.0102	-0.0096
Si	-0.0775	-0.0322	0.0194
Si	0.0496	0.0265	-0.0194
Si	-0.0108	-0.003	0.0005
Si	-0.0006	0.0113	-0.0261
Si	-0.0206	0.006	-0.0507
Si	-0.0473	-0.0126	-0.0511
Si	-0.01	0.0371	0.0605
Si	0.0138	-0.0225	-0.0052
Si	-0.0548	-0.0021	-0.0165
Si	-0.0231	-0.0227	-0.0602
Si	-0.0245	0.0118	0.0302
Si	-0.0286	0.0164	0.0254
Si	-0.0035	0.0115	-0.0765
Si	-0.0086	0.0228	0.0931
Si	0.023	0.0157	0.068
Si	-0.0741	-0.0378	-0.118
Si	0.0469	0.0292	-0.079
Si	0.0169	0.0365	0.0629
Si	-0.0359	-0.0032	0.0838
Si	0.0621	-0.0167	-0.1448
Si	-0.0282	0.0307	-0.1058
Si	-0.0205	-0.0079	0.026
Si	-0.0512	-0.0187	0.0361
Si	0.0679	-0.0192	-0.0651
Si	0.0294	-0.0855	-0.1029
Si	0.0445	0.042	0.0622
Si	0.072	-0.0149	0.0321
Si	-0.0379	-0.068	-0.1037
Si	0.0074	0.0775	-0.0355
Si	0.0172	-0.03	-0.1584
Si	-0.0693	0.0395	-0.2066
Si	0.016	0.0034	-0.1083
Si	0.0544	-0.0076	-0.0754
Si	-0.0708	0.0754	-0.2514
Si	0.0238	-0.0787	-0.2549
Si	0.0556	-0.0099	-0.1237
Si	0.0433	-0.048	-0.1457
Si	0.0077	0.0372	-0.1992
Si	-0.0021	0.0436	-0.1903
Si	0.0526	0.0313	-0.1273
Si	0.0964	0.0324	-0.1433
Si	0.0133	0.0435	-0.1557
Si	0.0053	0.0135	-0.0723
Si	-0.075	-0.0513	-0.0567
Si	-0.0885	0.0576	-0.0836
Si	-0.0354	-0.007	0.0458
Si	-0.0228	-0.0253	0.0104
Si	-0.0285	-0.0061	0.0109
Si	0.012	0.0233	-0.1685
Si	0.0043	-0.0223	-0.0216
Si	0.0368	0.009	-0.1926
Si	-0.0408	-0.0179	-0.047
Si	0.0321	-0.0046	-0.1187
Si	-0.0025	0.0438	0.1158
Si	-0.0115	0.0255	-0.1845
Si	0.0407	0.013	-0.1592
Si	0.0343	-0.0615	0.0404
Si	0.0374	0.0308	-0.0622
Si	-0.0223	-0.0197	0.018
Si	-0.0249	0.0148	-0.0128
Si	-0.0042	0.0614	-0.1223
Si	-0.0362	-0.0683	-0.1271
Si	-0.0223	0.0138	0.046
Si	0.0278	-0.0072	-0.1057
Si	0.0683	0.0725	-0.1537
Si	0.0133	0.0187	0.082
Si	-0.0546	0.0023	-0.1755
Si	0.0322	-0.0588	-0.236
Si	0.013	0.0111	0.1055
Si	-0.0029	0.0086	0.0653
Si	-0.0357	0.0262	-0.0638
Si	0.0064	-0.0089	0.0582
Si	0.02	0.0138	0.0115
Si	0.0518	0.008	0.0149
Si	-0.0175	0.0025	0.0622
Si	0.0226	0.0206	-0.0183
Si	0.0148	-0.0201	0.0489
Si	-0.014	0.0015	-0.081
Si	0.0094	0.0043	0.0824
Si	0.0539	-0.0175	-0.0381
Si	0.002	0.0029	-0.0177
Si	0.0248	-0.0259	-0.0059
Si	-0.0232	-0.0422	0.0318
Si	0.0219	-0.0116	-0.0124
Si	0.0086	0.0134	-0.0216
Si	-0.0168	-0.0406	-0.0579
Si	0.033	0.0024	0.0591
Si	0.0188	0.0091	0.0644
Si	-0.0062	0.0474	0.0954
Si	-0.0087	-0.0455	0.1466
Si	0.0265	-0.0032	0.0487
Si	0.0014	-0.0271	0.0033
Si	-0.0306	-0.0046	-0.0034
O	0.0231	0.0102	-0.0652
O	0.0882	-0.031	-0.1849
O	0.0616	0.0615	-0.1655
O	-0.0098	0.0265	-0.0478
O	0.0269	0.0338	-0.0217
O	0.0388	0.0065	-0.0037
O	0.0479	-0.0007	-0.1519
O	-0.0108	-0.0016	-0.1532
O	0.0015	0.0179	-0.0468
O	0.0011	-0.014	-0.0468
O	-0.0096	0.0151	-0.1889
O	0.0225	0.0509	-0.0195
O	0.0633	-0.0229	-0.1351
O	0.0569	-0.054	-0.0094
O	0.0302	0.0119	0.1014
O	0.0018	-0.0532	0.1676
O	-0.0995	-0.0289	0.0356
O	-0.0595	0.0024	0.0431
O	-0.0141	0.0294	0.0984
O	0.0199	-0.0029	-0.0085
O	0.0069	0.0013	-0.0669
O	0.0036	0.0435	-0.0693
O	0.0079	0.0067	-0.0129
O	0.0195	-0.0182	-0.0726
O	-0.0019	-0.0301	-0.0584
O	-0.0361	0.0091	-0.1199
O	-0.0081	-0.0007	-0.1013
O	0.0086	0.0276	-0.0332
O	-0.0021	-0.0563	0.1905
O	-0.0064	-0.0311	-0.0929
O	0.0196	0.0448	-0.0214
O	0.0246	0.0597	-0.0661
O	-0.0182	0.0392	-0.1191
O	-0.0519	-0.0143	-0.0683
O	0.0193	0.0326	-0.1008
O	0.0133	0.0203	0.016
O	-0.0156	-0.0156	-0.0065
O	0.0212	0.0632	-0.1062
O	-0.0451	-0.0178	-0.0179
O	-0.0308	0.0273	-0.1043
O	0.0101	-0.0605	-0.1552
O	-0.0178	-0.0074	-0.0945
O	0.026	0.084	-0.1836
O	-0.03	0.0276	-0.059
O	-0.0211	-0.0175	-0.1116
O	0.0245	0.0034	-0.1
O	0.0248	-0.0011	-0.0247
O	0.0051	-0.0636	0.2127
O	-0.0012	0.0328	0.015
O	0.0231	-0.0328	0.018
O	-0.0232	0.0091	0.0521
O	0.005	0.0325	0.0787
O	0	0.0091	-0.0176
O	0.0061	-0.0589	0.1621
O	-0.0086	0.046	0.0707
O	-0.0331	0.0599	0.1676
O	-0.0264	-0.0133	0.0353
O	-0.0313	-0.0538	0.0824
O	0.0427	-0.0008	-0.0605
O	0.0198	0.0111	-0.0349
O	-0.034	-0.0047	0.0966
O	-0.0113	0.0363	0.0388
O	0.0393	0.0015	0.0568
O	-0.0178	0.0227	0.1402
O	0.0084	0.0402	0.032
O	-0.01	-0.0962	0.1079
O	0.0032	0.0166	-0.0387
O	-0.0306	-0.0473	0.0623
O	0.0228	-0.0319	0.1101
O	0.0077	-0.0338	0.0473
O	0.0138	0.0113	0.0568
O	0.0144	0.0117	-0.0116
O	0.0044	-0.0455	0.1032
O	-0.0401	-0.0164	0.0133
O	-0.029	0.0005	0.0057
O	0.0281	0.0007	0.0146
O	0.0015	0.0147	-0.0358
O	-0.0302	0.0135	-0.0235
O	0.0045	-0.047	-0.036
O	0.0007	0.0088	-0.0221
O	-0.0039	0.0135	-0.0089
O	0.0122	0.014	0.1163
O	-0.0264	-0.0265	-0.0295
O	-0.0048	-0.0219	0.0195
O	-0.0593	0.0157	0.031
O	-0.0317	-0.0285	-0.097
O	-0.0598	0.0202	0.0475
O	0.0317	-0.0297	-0.0238
O	0.0372	-0.027	-0.0292
O	0.0308	-0.0634	-0.1112
O	0.0019	0.0383	0.0512
O	0.0695	-0.0248	0.0696
O	-0.0283	0.0151	-0.023
O	0.0448	-0.0164	-0.0228
O	0.0259	-0.0102	0.1978
O	-0.0517	0.0094	-0.0063
O	-0.0104	-0.0173	0.0128
O	-0.0083	-0.0301	-0.0812
O	0.0128	-0.0042	-0.0236
O	-0.0151	-0.005	-0.0139
O	0.0252	0.0085	-0.0181
O	-0.0274	-0.0368	-0.0228
O	0.0021	-0.0175	-0.0365
O	0.0059	0.0154	0.0181
O	0.0487	0.0345	0.0546
O	-0.002	-0.009	-0.0037
O	-0.0061	0.023	-0.0154
O	-0.0349	-0.0078	-0.0755
O	-0.0178	0.0438	-0.0677
O	-0.0174	0.0023	-0.04
O	0.0393	0.0144	0.0113
O	0.0199	-0.0068	0.0753
O	-0.0075	-0.0142	-0.0063
O	0.0097	0.0184	-0.0394
O	-0.0217	-0.0244	0.085
O	-0.0045	-0.0504	0.0744
O	-0.0272	-0.016	0.0362
O	-0.0434	0.017	-0.0313
O	-0.0198	0.0174	0.0034
O	0.0305	-0.0189	0.03
O	0.0208	-0.0165	-0.0176
O	0.0038	0.0143	0.0162
O	0.0039	0.0226	0.0245
O	-0.0152	-0.017	-0.0057
O	-0.0296	0.0051	-0.01
O	-0.0212	0.0171	-0.0264
O	-0.0315	0.0365	-0.1261
O	0	-0.0092	-0.0439
O	-0.0198	0.0264	-0.0147
O	-0.0165	0.0298	0.0945
O	-0.0014	-0.0072	-0.0063
O	0.0185	0.0019	0.0121
O	0.0151	0.0042	0.0404
O	0.0259	0.0155	0.042
O	-0.0209	0.0008	0.1086
O	0.0163	0.0343	0.0574
O	-0.0236	0.0187	0.091
O	-0.0224	-0.0029	0.0465
O	0.0408	0.0155	0.0212
O	-0.0407	-0.0185	0.0963
O	-0.0075	-0.0313	-0.0861
O	-0.0014	0.0158	0.0286
O	0.0166	0.0004	-0.012
O	-0.016	-0.0264	-0.0123
O	-0.014	0.0021	0.0269

The program warned: the cutoff lies below the one the program advises for these potential files; the forces do not sum to zero within the program's tolerance; empty levels may hold ghost states of the PAW files.
